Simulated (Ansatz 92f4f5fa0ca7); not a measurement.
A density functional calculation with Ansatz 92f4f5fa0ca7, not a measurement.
Periodic cell of 192 atoms, Si128O64, from a study of silicon, its oxide and their interface. The atomic structure is a simulated model.

Settings
functional: r2SCAN
potential files: Ansatz norm-conserving
basis: plane waves
wave-function cutoff: 1300 eV
density cutoff ratio: 4
exchange-correlation grid ratio: 1
k mesh: 2 x 2 x 1, shifted by 0.5 0.5 0.5 of a step
self-consistency stop: 5e-08 eV per atom in the density residual
occupations: Fermi-Dirac, 0.05 eV
spin: none
net charge: 0

Cell vectors (angstrom)
a, 10.888, 0, 0
b, 0, 10.888, 0
c, 0, 0, 27.8161

Atoms: element, x, y, z (angstrom)
Si, -0.1587, 0.0853, 0.241
Si, 3.0497, 2.4399, 0.1238
Si, -0.2562, 5.7237, 0.0449
Si, 3.0046, 7.9612, -0.069
Si, 5.2879, 0.2496, -0.0205
Si, 8.5434, 2.4019, 0.078
Si, 5.1766, 5.652, 0.0564
Si, 8.2945, 7.8271, 0.001
Si, 1.4282, 1.3261, 1.4221
Si, 4.1014, 4.0697, 1.4207
Si, 1.3735, 6.8621, 1.2923
Si, 4.1501, 9.5177, 1.2877
Si, 6.8161, 1.3974, 1.3308
Si, 9.5757, 4.0772, 1.3671
Si, 6.787, 6.7284, 1.3979
Si, 9.461, 9.4041, 1.3802
Si, 0.0718, 2.7433, 2.7387
Si, 2.7708, -0.0694, 2.7278
Si, 0.0168, 8.1446, 2.7339
Si, 2.6805, 5.4452, 2.6967
Si, 5.5022, 2.7458, 2.7536
Si, 8.1354, -0.0335, 2.6975
Si, 5.4828, 8.183, 2.7092
Si, 8.157, 5.369, 2.7422
Si, 1.3755, 4.1034, 4.1216
Si, 4.1151, 1.3399, 4.0661
Si, 1.3712, 9.5091, 4.0935
Si, 4.0805, 6.8115, 4.0388
Si, 6.8283, 4.0644, 4.1461
Si, 9.5393, 1.3474, 4.0325
Si, 6.8037, 9.5311, 4.1087
Si, 9.5394, 6.7632, 4.0703
Si, 0.0052, 0.0038, 5.4235
Si, 2.7466, 2.7103, 5.4337
Si, -0.0029, 5.4398, 5.4739
Si, 2.7295, 8.1495, 5.4398
Si, 5.4412, -0.0061, 5.4662
Si, 8.196, 2.6896, 5.4519
Si, 5.4413, 5.4598, 5.4333
Si, 8.1798, 8.1472, 5.4293
Si, 1.3586, 1.3635, 6.7984
Si, 4.0946, 4.0859, 6.7931
Si, 1.3688, 6.8115, 6.8143
Si, 4.0678, 9.5194, 6.8135
Si, 6.8075, 1.3578, 6.8095
Si, 9.5271, 4.0716, 6.8201
Si, 6.8077, 6.8075, 6.8091
Si, 9.5332, 9.5236, 6.7839
Si, 0.0013, 2.7239, 8.1755
Si, 2.705, -0.0029, 8.1729
Si, 0.0052, 8.1831, 8.1626
Si, 2.7351, 5.4443, 8.1568
Si, 5.4515, 2.7362, 8.1642
Si, 8.1627, -0.0107, 8.1477
Si, 5.4326, 8.1624, 8.1703
Si, 8.1622, 5.4354, 8.1793
Si, 1.371, 4.1009, 9.5138
Si, 4.0658, 1.3852, 9.5101
Si, 1.3371, 9.5425, 9.5538
Si, 4.089, 6.7873, 9.543
Si, 6.7964, 4.0829, 9.5551
Si, 9.4898, 1.3701, 9.5121
Si, 6.7816, 9.5474, 9.5094
Si, 9.5437, 6.8094, 9.516
Si, -0.0399, 0.0553, 10.8873
Si, 2.7197, 2.7542, 10.8845
Si, 0.0217, 5.4466, 10.888
Si, 2.7046, 8.1452, 10.8824
Si, 5.426, 0.0406, 10.8711
Si, 8.1323, 2.7016, 10.9224
Si, 5.4476, 5.4319, 10.939
Si, 8.1485, 8.1751, 10.8297
Si, 1.3001, 1.4652, 12.2336
Si, 4.0832, 4.0521, 12.3077
Si, 1.3876, 6.7735, 12.2915
Si, 4.0537, 9.5549, 12.1793
Si, 6.7294, 1.3802, 12.3232
Si, 9.5381, 4.0749, 12.2193
Si, 6.851, 6.821, 12.2399
Si, 9.4478, 9.5673, 12.1828
Si, -0.0216, 2.8189, 13.6958
Si, 2.6484, 0.0441, 13.4752
Si, -0.0733, 8.2029, 13.4733
Si, 2.7773, 5.3977, 13.7118
Si, 5.373, 2.7116, 13.7842
Si, 8.0873, -0.023, 13.6229
Si, 5.4494, 8.2183, 13.5086
Si, 8.2307, 5.4279, 13.5886
Si, 1.3405, 4.1787, 15.1853
Si, 3.836, 1.3124, 15.0235
Si, 1.2503, 9.5908, 14.7652
Si, 4.2153, 6.8506, 14.9318
Si, 6.815, 4.1799, 15.022
Si, 9.4351, 1.3599, 14.9228
Si, 7.8745, 7.7266, 16.1926
Si, 9.6093, 6.8339, 14.9205
Si, 0.0049, 0.0801, 16.2203
Si, 2.2107, 2.3354, 16.3833
Si, 0.4863, 6.0907, 16.3355
Si, 2.6922, 8.2634, 15.9869
Si, 4.5022, -0.2297, 16.6815
Si, 8.2527, 2.8369, 16.295
Si, 6.0351, 6.0638, 16.2543
Si, 6.8086, 9.4274, 15.0044
Si, 1.1739, 25.5596, 25.875
Si, 31.8485, -22.9814, 21.3581
Si, -2.5999, 0.2369, 23.5726
Si, 7.7919, -9.613, 18.8627
Si, 9.0031, 20.446, 18.3993
Si, -2.6832, 17.3187, 23.4326
Si, 3.1301, 11.4274, 23.617
Si, -20.3072, -1.1567, 25.6182
Si, -26.6436, -17.0128, 25.002
Si, -1.3855, -19.2054, 25.1864
Si, 9.6489, 4.098, 22.5844
Si, -12.1772, 4.789, 18.2147
Si, 10.0757, 24.4081, 20.2678
Si, -6.2286, 8.8047, 23.197
Si, 16.6672, 13.045, 23.4873
Si, 39.3759, 5.6222, 19.0807
Si, 27.6126, 24.6839, 20.4941
Si, 17.1314, -14.4787, 21.4876
Si, 1.4399, -16.6454, 23.1374
Si, 12.4195, 0.9014, 21.0248
Si, 3.5914, -31.0655, 18.9201
Si, 4.1297, -26.6955, 23.0205
Si, 43.4747, -24.8791, 23.6433
Si, 17.6318, 31.2057, 25.5355
O, -0.6828, 21.071, -10.3311
O, -12.3131, 47.3549, -3.6654
O, -8.4277, 14.1443, -1.148
O, -1.5657, -9.3294, -8.4764
O, -15.7556, -0.3127, -1.3757
O, 22.2574, -0.519, -1.1117
O, 2.1845, 33.856, -5.3356
O, -3.6887, 5.7485, -3.324
O, 11.42, 8.9672, -3.2663
O, 21.6296, 5.8339, -10.0038
O, 10.0942, -6.8298, -8.2741
O, 40.8599, -27.1446, -9.3529
O, 10.9887, -8.3141, -1.9855
O, 22.4639, 2.1898, -7.2499
O, 1.6686, 4.1822, -3.4043
O, 7.7644, -32.9516, -9.307
O, 15.4442, -10.313, 18.0981
O, 15.4956, -5.703, 24.3407
O, -4.2478, -25.6851, 19.9674
O, 19.2707, 13.7608, 26.3274
O, -5.2272, 13.8388, 22.0884
O, -3.4906, -2.5568, 26.5363
O, 5.6772, -16.049, 17.836
O, 2.8466, 13.4752, 17.8657
O, 27.403, -12.9038, 24.5022
O, -8.5958, -10.8233, 24.9246
O, 7.4318, 2.1447, 17.5394
O, 16.8676, 21.0541, 16.2333
O, -9.8825, -15.1698, 23.5957
O, -2.4691, -2.6465, 17.6663
O, 32.9498, -6.3984, 22.2244
O, 8.69, 5.3519, 22.3183
O, 14.6368, 10.0877, 22.9932
O, -3.4016, -14.2537, 22.4939
O, 26.1782, 13.5027, 19.8532
O, 20.3266, -7.1389, 16.978
O, 2.6388, 11.5783, 19.8662
O, -8.4252, 30.4518, 26.3682
O, 3.7419, -3.3964, 23.4143
O, 20.3597, 17.6631, 27.3339
O, -6.7475, 23.125, 27.3633
O, 17.1744, 3.2184, 24.5952
O, 20.3906, 9.2462, 19.9061
O, 3.517, 9.3564, 16.92
O, 15.2364, 12.4371, 23.9574
O, 1.0624, 1.2122, 16.7516
O, -1.3475, -20.6489, 27.6738
O, -4.4646, -6.5823, 19.9534
O, 13.7389, -5.6511, 22.3657
O, 4.0895, -4.1057, 27.3377
O, 9.258, 2.8312, 21.6639
O, 7.975, -0.928, 24.645
O, -25.8508, 1.6907, 20.0622
O, 22.3119, 10.5339, 21.1325
O, -5.5388, -4.8627, 21.9655
O, 5.3991, -2.2392, 21.7495
O, 8.9806, 10.5368, 22.2289
O, 1.6554, -14.5841, 16.6995
O, 0.4801, -16.6983, 26.5558
O, -0.3974, 8.3532, 22.1667
O, -1.4613, -14.6322, 24.2138
O, 20.1983, 1.2239, 24.3384
O, 28.6549, -9.904, 23.2849
O, 27.6625, 4.9178, 26.6016

Results
free energy: -44815.181 eV
free energy less fixed offsets of O -463.61, Si -117.95 eV per atom: -46.541 eV
pressure: 0.29 GPa
stress xx, yy, zz, yz, xz, xy (GPa, positive in tension): -0.35, -0.48, -0.03, 0.26, -0.34, 0.35

Forces (eV/angstrom), in the order of the atoms: element, x, y, z
Si, -0.006, 0.0046, 0.064
Si, 0.0204, -0.031, 0.0469
Si, -0.0305, 0.0119, 0.0354
Si, 0.0238, -0.0157, 0.0568
Si, -0.003, 0.0207, 0.0757
Si, -0.0308, 0.0078, 0.0891
Si, -0.0175, 0.0192, 0.07
Si, 0.0131, 0.0092, 0.065
Si, 0.001, 0.0012, -0.0134
Si, -0.0014, -0.001, -0.0056
Si, -0.0081, -0.0071, 0.011
Si, 0.0002, 0.0026, -0.0071
Si, 0.004, 0.0197, -0.0066
Si, -0.0079, 0.0089, -0.0124
Si, 0.0039, 0.0036, -0.0248
Si, 0.0111, -0.0054, -0.0275
Si, -0.008, 0.0052, 0.0108
Si, -0.0059, -0.0063, -0.0009
Si, -0.0007, 0.0132, 0.0071
Si, -0.0133, -0.0069, 0.0157
Si, 0.0104, -0.0189, 0.0126
Si, -0.0033, 0.0025, 0.014
Si, 0.0034, 0.0051, 0.0215
Si, 0.0133, -0.0028, 0.0033
Si, 0.0022, -0.0084, 0.0136
Si, -0.0156, 0.0098, 0.0061
Si, -0.008, 0.0161, -0.014
Si, 0.0142, 0.0073, -0.0009
Si, 0.0107, -0.0002, 0.0166
Si, -0.0037, 0.0081, 0.004
Si, -0.0025, -0.0101, -0.0076
Si, -0.0047, 0.0017, 0.006
Si, 0.0116, 0.0101, 0.003
Si, 0.0072, -0.0104, 0.0132
Si, -0.0164, 0.0012, 0.0052
Si, -0.0102, -0.0026, -0.0149
Si, 0.0069, 0.0144, -0.0033
Si, 0.007, -0.0081, 0.0087
Si, -0.0068, -0.0034, 0.0086
Si, 0.0211, 0.0061, 0.0016
Si, -0.0235, -0.0057, 0.0002
Si, 0.002, 0.0093, -0.0049
Si, 0.0112, 0.009, -0.0086
Si, -0.0162, -0.0104, -0.0079
Si, 0.0088, -0.0071, -0.0031
Si, 0.014, -0.0058, -0.0012
Si, -0.0066, 0.0065, -0.0026
Si, -0.0066, 0.0025, -0.0013
Si, -0.0075, 0.0109, 0.0025
Si, 0.0104, 0.0087, -0.0034
Si, 0.0023, -0.0018, 0.0006
Si, -0.0148, -0.0106, -0.0018
Si, -0.0071, -0.0026, -0.0001
Si, -0.0022, 0.0028, -0.0022
Si, 0.0105, 0.0111, -0.0053
Si, 0.0027, -0.013, -0.0089
Si, 0.0042, -0.0177, 0.0027
Si, -0.0106, -0.0091, 0.0019
Si, -0.015, 0.0018, 0.0019
Si, -0.004, -0.0009, 0.009
Si, 0.0212, 0.013, -0.0028
Si, 0.0125, -0.0027, 0.0144
Si, -0.0049, -0.003, 0.0004
Si, -0.0072, 0.0081, -0.0018
Si, -0.0118, 0.0015, -0.0191
Si, -0.0148, 0.0145, -0.0135
Si, 0.0134, 0.0123, -0.0045
Si, 0.0002, -0.0117, -0.0128
Si, 0.0173, -0.0033, -0.0004
Si, -0.011, -0.0026, 0.0047
Si, 0.0065, 0.0006, 0.003
Si, 0.0021, -0.023, 0.0033
Si, -0.0068, -0.0007, -0.0066
Si, 0.0086, -0.0175, -0.0024
Si, -0.0156, -0.0163, 0.0232
Si, -0.0221, 0.0068, 0.0022
Si, -0.0104, 0.006, -0.0078
Si, 0.0079, 0.0027, -0.0143
Si, 0.0261, -0.0199, -0.0021
Si, 0.0174, 0.0119, -0.0119
Si, 0.012, -0.031, -0.0198
Si, 0.0081, -0.0058, 0.0184
Si, -0.0159, -0.0082, 0.0172
Si, -0.0043, 0.0128, 0.0002
Si, 0.0303, 0.0051, -0.0143
Si, -0.0237, 0.0159, 0.0127
Si, 0.0221, 0.0431, 0.0352
Si, 0.0107, -0.0149, -0.0144
Si, 0.0232, 0.0267, -0.0321
Si, 0.0184, -0.0463, -0.036
Si, -0.0231, -0.0305, -0.0066
Si, -0.0138, 0.0076, 0.0171
Si, -0.0498, 0.0214, 0.0413
Si, -0.0035, 0.0073, 0.0084
Si, -0.0779, -0.0543, -0.057
Si, 0.0076, -0.0178, -0.0332
Si, 0.0003, -0.0126, -0.0236
Si, -0.0268, -0.0242, -0.0292
Si, -0.0108, 0.0012, -0.084
Si, 0.0073, 0.0242, -0.0582
Si, 0.0188, -0.0228, -0.0834
Si, -0.0357, 0.0023, -0.0618
Si, 0.0622, 0.0191, -0.1129
Si, 0.0299, 0.032, -0.0131
Si, -0.014, -0.0027, 0.0951
Si, -0.0148, 0.0045, -0.0625
Si, 0.0092, 0.0118, 0.0328
Si, 0.0022, -0.0098, -0.0898
Si, -0.026, -0.049, -0.0654
Si, 0.0116, -0.0088, 0.0512
Si, -0.0088, -0.0119, 0.0489
Si, 0.0081, 0, 0.1158
Si, -0.0083, 0.0064, 0.0976
Si, -0.0203, -0.0278, 0.1155
Si, -0.0214, -0.0352, -0.0039
Si, 0.0136, 0.0194, -0.0601
Si, -0.0151, -0.0261, -0.0287
Si, 0.0165, 0.0105, 0.0301
Si, 0.0161, -0.0241, 0.0527
Si, -0.0107, -0.0271, -0.0279
Si, 0.0263, 0.0198, -0.0622
Si, 0.0135, 0.0181, -0.0737
Si, -0.0042, -0.0029, 0.009
Si, -0.0009, -0.0091, -0.0198
Si, -0.0065, -0.0229, -0.1128
Si, 0.0184, 0.0103, 0.0011
Si, 0.0044, 0.0231, 0.0408
Si, -0.031, 0.0151, 0.1253
O, 0.0156, -0.038, 0.0356
O, 0.0118, 0.0264, -0.0403
O, -0.0246, 0.0248, -0.0726
O, -0.0099, 0.0037, 0.0388
O, 0.0254, -0.0499, -0.0965
O, 0.0181, -0.011, -0.079
O, -0.0049, 0.0149, -0.0061
O, 0.0061, 0.0101, -0.0293
O, -0.0151, -0.022, -0.0399
O, -0.0152, -0.0192, 0.044
O, -0.0224, -0.0104, 0.0305
O, -0.0453, -0.0078, 0.0469
O, 0.0139, 0.005, -0.019
O, 0.0099, 0.0076, 0.0198
O, 0.0221, 0.0191, -0.0511
O, -0.0215, 0.0286, 0.0392
O, 0.0196, 0.009, 0.0509
O, -0.0082, 0.0179, -0.0177
O, 0.0045, 0.0139, 0.0226
O, 0.0164, 0.0044, -0.108
O, 0.0002, -0.0018, 0.0143
O, -0.0238, 0.0272, -0.0908
O, 0.0321, 0.0334, 0.1
O, 0.0153, 0.0184, 0.0646
O, -0.0038, 0.0056, -0.0319
O, 0.012, 0.013, -0.0278
O, -0.0024, 0.0008, 0.0752
O, -0.0151, 0.0007, 0.0328
O, -0.0016, -0.0128, -0.004
O, 0.0252, 0.0595, 0.1052
O, 0.0133, -0.0136, -0.0127
O, -0.002, -0.0021, -0.0311
O, 0.0088, 0.0019, -0.0174
O, -0.0012, -0.0133, 0.0007
O, 0.0201, 0.0167, 0.0349
O, 0.018, 0.0455, 0.034
O, -0.0099, -0.0058, 0.031
O, -0.023, 0.0275, -0.0727
O, 0.0086, -0.0035, -0.0146
O, 0.0225, -0.0214, -0.0073
O, -0.0209, -0.01, -0.0151
O, 0.0084, 0.0031, -0.0438
O, 0.0129, -0.002, 0.0557
O, 0.02, 0.0203, 0.0255
O, 0.0054, 0.0081, -0.0235
O, 0.0029, 0.0122, 0.0366
O, -0.0015, -0.0073, -0.0314
O, 0.0016, -0.0328, 0.053
O, -0.0043, -0.0074, 0.0052
O, 0.0001, -0.0015, -0.0251
O, -0.0005, 0.0036, -0.0006
O, 0.0237, 0.0072, -0.0492
O, -0.026, 0.0157, 0.0425
O, 0.0042, 0.0027, 0.0132
O, -0.0081, 0.0019, 0.0142
O, 0.0054, -0.0092, 0.0189
O, -0.0006, 0.0034, -0.0076
O, -0.0304, -0.0212, 0.0229
O, 0.0251, -0.0044, -0.0582
O, 0.0038, -0.026, 0.0118
O, 0.0055, -0.0046, -0.0107
O, 0.0013, -0.0009, -0.03
O, -0.0205, 0.011, -0.0245
O, 0.0169, -0.025, -0.0763
